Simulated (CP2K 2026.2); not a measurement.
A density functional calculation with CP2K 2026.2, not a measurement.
Periodic cell of 510 atoms, Si360O150, from a study of silicon, its oxide and their interface. The atomic structure is a simulated model.
Doubt: the forces sum to 1.89 eV/angstrom along one axis rather than to zero, so they err by at least 0.0037 eV/angstrom per atom on average; the grid cutoff is modest.

Settings: functional PBE; method Gaussian and plane waves; basis set DZVP-MOLOPT-SR-GTH; pseudopotentials GTH-PBE; grid cutoff 350 Ry, relative cutoff 50 Ry; k points Gamma only; occupations fixed; spin none; net charge 0.

Cell vectors (angstrom)
a	16.32	0	0
b	0	16.32	0
c	8.0656	-1.7559	34.2772

Atoms and the computed forces on them: element, x, y, z (angstrom), force x, y, z (eV/angstrom)
Si	14.774	15.134	1.356	0.154	-0.043	0.707
Si	2.065	0.769	1.535	0.045	-0.033	0.098
Si	14.801	4.158	1.157	0.079	0.05	0.77
Si	9.867	-1.223	33.543	0.116	0.155	0.537
Si	15.408	9.198	1.356	0.183	-0.317	0.543
Si	1.784	11.972	1.599	0.251	-0.275	0.465
Si	3.793	15.351	1.62	-0.184	0.18	0.475
Si	6.273	1.941	1.562	-0.033	0.022	0.014
Si	4.553	3.647	1.504	0.203	-0.141	0.577
Si	7.31	6.417	1.487	0.002	0.04	-0.031
Si	3.466	10.146	1.558	-0.067	0.033	0.014
Si	6.8	11.914	1.264	0.063	0.185	0.746
Si	9.997	14.342	1.465	0.097	-0.119	0.614
Si	12.544	1.034	1.383	-0.108	0.092	0.732
Si	8.956	4.671	1.524	-0.185	0.135	0.634
Si	13.606	8.199	2.605	0.006	-0.01	-0.044
Si	10.024	9.017	1.718	0.024	-0.023	0.011
Si	11.704	12.615	1.557	-0.159	0.195	0.592
Si	16.434	-0.056	2.653	-0.065	0.045	-0.025
Si	2.837	2.635	2.746	0	0.047	-0.042
Si	16.289	5.494	2.483	0.001	-0.007	-0.098
Si	2.54	8.298	2.7	-0.002	-0.036	0.011
Si	16.381	10.848	2.757	-0.008	0.005	-0.032
Si	2.82	13.62	2.893	0.001	-0.025	-0.003
Si	5.447	0.121	2.832	0.048	0.006	-0.06
Si	8.067	2.863	2.761	0.045	-0.011	-0.052
Si	5.508	5.452	2.695	-0.03	0.017	-0.069
Si	8.239	8.056	2.898	-0.023	0.009	-0.001
Si	5.375	10.833	2.775	0.022	-0.015	-0.062
Si	8.123	13.454	2.608	-0.01	-0.003	-0.039
Si	10.896	-0.108	2.637	-0.02	0.009	-0.044
Si	13.585	2.746	2.643	-0.002	-0.028	-0.059
Si	11.708	7.279	1.474	-0.072	0.242	0.594
Si	10.78	5.528	2.765	0.021	-0.025	-0.076
Si	10.888	10.851	2.889	-0.001	0.059	0.028
Si	13.548	13.599	2.676	-0.012	0.005	-0.036
Si	15.046	1.403	3.974	0.007	-0.03	-0.037
Si	1.36	4.11	3.888	-0.04	-0.023	0.01
Si	14.909	6.755	3.975	0.038	0.012	-0.008
Si	1.323	9.542	4.234	0.001	-0.017	-0.002
Si	14.941	12.232	4.017	0.026	0.007	0.011
Si	1.321	14.91	4.158	0.028	0.022	-0.045
Si	4.089	1.368	4.269	-0.001	0.019	-0.037
Si	6.775	4.149	4.226	-0.018	0.026	-0.041
Si	4.028	6.856	3.92	0.01	0.005	-0.011
Si	6.761	9.452	4.087	0.025	0.034	0.009
Si	4.2	12.28	4.208	-0.012	-0.022	-0.016
Si	6.867	14.955	3.993	-0.011	-0.072	-0.005
Si	9.51	1.359	3.934	0.023	-0.001	-0.017
Si	12.184	4.072	4.002	0.045	0.011	0.026
Si	9.55	6.779	4.315	-0.043	-0.001	-0.012
Si	12.37	9.553	4.131	-0.012	-0.033	-0.015
Si	9.413	12.171	4.14	-0.013	0.019	-0.018
Si	12.244	14.953	4.11	-0.035	-0.016	-0.003
Si	13.651	0.034	5.377	0.005	0.005	-0.023
Si	16.357	2.77	5.355	0.005	-0.007	-0.001
Si	13.571	5.42	5.379	-0.03	0.004	-0.009
Si	16.245	8.115	5.439	-0.024	-0.022	-0.038
Si	13.665	10.904	5.489	0.009	0.026	0.008
Si	16.274	13.559	5.459	0.009	-0.047	0.026
Si	2.683	-0.024	5.508	-0.006	0.008	-0.012
Si	5.443	2.753	5.556	0.02	-0.008	0.024
Si	2.711	5.452	5.307	-0.004	-0.013	0.031
Si	5.386	8.114	5.415	-0.002	-0.012	0.026
Si	2.751	10.913	5.501	0.027	-0.014	-0.03
Si	5.53	13.669	5.49	0.012	0.034	-0.003
Si	8.197	0.007	5.37	-0.001	-0.007	-0.01
Si	10.853	2.693	5.365	-0.022	0.028	0.014
Si	8.157	5.433	5.595	-0.024	-0.013	0.042
Si	10.968	8.198	5.5	-0.014	0.003	-0.006
Si	8.091	10.825	5.493	0.002	-0.003	0.025
Si	10.851	13.57	5.428	-0.001	0.024	-0.005
Si	14.946	14.973	6.787	0.007	-0.004	-0.001
Si	17.658	1.398	6.791	-0.006	0.019	-0.007
Si	14.962	4.082	6.739	0.005	-0.001	-0.006
Si	17.669	6.771	6.744	0.04	-0.002	-0.01
Si	14.969	9.503	6.837	0.007	-0.008	0.02
Si	17.672	12.242	6.828	-0.008	0.021	0.016
Si	4.095	14.967	6.832	-0.009	-0.011	0.016
Si	6.836	1.339	6.799	0.022	-0.023	0.017
Si	4.032	4.132	6.797	-0.017	0.023	-0.009
Si	6.754	6.812	6.846	-0.013	0.03	0.002
Si	4.086	9.507	6.816	0.01	-0.031	-0.004
Si	6.811	12.247	6.85	0.006	0.001	0.001
Si	9.529	14.971	6.778	0.003	-0.003	-0.006
Si	12.255	1.368	6.739	-0.017	0	-0.017
Si	9.538	4.019	6.829	0.021	-0.014	0.007
Si	12.279	6.782	6.817	-0.005	0.008	-0.002
Si	9.532	9.519	6.823	-0.018	0.002	0.006
Si	12.237	12.243	6.798	-0.026	-0.018	0.009
Si	16.307	0.018	8.144	0.011	0.005	0.006
Si	2.7	2.745	8.157	0.019	-0.01	0.005
Si	16.32	5.426	8.13	-0.01	0.011	-0.004
Si	2.702	8.137	8.139	-0.006	0.004	-0.002
Si	16.334	10.865	8.182	0.025	-0.036	-0.003
Si	2.722	13.602	8.174	-0.004	0.006	0.007
Si	5.457	0.009	8.172	-0.016	0.018	0.013
Si	8.175	2.682	8.186	0.001	-0.006	0.016
Si	5.4	5.45	8.186	0.015	-0.018	0.012
Si	8.154	8.165	8.173	-0.004	-0.005	0.005
Si	5.437	10.877	8.181	-0.003	0.018	0.003
Si	8.186	13.614	8.173	0.002	0	-0.006
Si	10.902	0.005	8.128	0.007	-0.009	-0.01
Si	13.604	2.725	8.117	-0.004	-0.001	-0.006
Si	10.898	5.419	8.155	-0.018	0.018	0.001
Si	13.609	8.15	8.189	-0.008	0.008	0.005
Si	10.883	10.89	8.174	0.005	-0.004	0.01
Si	13.588	13.615	8.154	-0.001	0.001	0.004
Si	14.955	1.344	14.93	0.001	-0.003	-0.007
Si	17.687	4.09	14.954	-0.01	0.009	-0.002
Si	14.971	6.826	14.967	0.013	-0.011	0
Si	17.698	9.552	14.982	0.015	-0.01	-0.006
Si	14.99	12.238	14.972	0	0.005	-0.005
Si	17.685	14.954	14.963	-0.012	0.013	-0.001
Si	4.064	1.354	14.959	-0.006	0.004	-0.003
Si	6.79	4.077	14.962	0.019	-0.017	0.002
Si	4.103	6.82	14.964	-0.005	0.003	-0.003
Si	6.803	9.52	14.969	-0.007	0.014	-0.001
Si	4.069	12.226	14.972	0.007	0.005	-0.001
Si	6.784	14.935	14.966	-0.014	-0.003	0.001
Si	9.51	1.344	14.943	0	-0.005	0
Si	12.232	4.086	14.928	-0.005	0.006	0.002
Si	9.506	6.799	14.93	-0.008	0.01	-0.002
Si	12.256	9.51	14.963	-0.01	0.001	0
Si	9.514	12.226	14.972	0.002	-0.012	0
Si	12.228	14.951	14.948	0.006	0	-0.007
Si	13.592	-0.012	16.293	0.001	0.013	-0.01
Si	16.308	2.712	16.273	-0.005	0.005	-0.015
Si	13.589	5.452	16.284	0.005	-0.004	-0.008
Si	16.32	8.217	16.333	-0.014	0.023	0.005
Si	13.65	10.85	16.317	0.019	-0.018	0.006
Si	16.352	13.592	16.347	0.01	-0.014	-0.002
Si	19.043	-0.016	16.334	0.001	-0.009	0.001
Si	5.398	2.735	16.318	-0.006	0.022	0.009
Si	19.071	5.449	16.302	0.001	-0.026	-0.015
Si	5.452	8.177	16.349	0.016	-0.007	-0.01
Si	19.051	10.893	16.385	-0.016	0	-0.001
Si	5.428	13.565	16.336	-0.006	0.014	-0.004
Si	8.167	-0.041	16.303	0.028	-0.002	0.007
Si	10.869	2.722	16.276	-0.005	-0.011	-0.008
Si	8.14	5.464	16.308	-0.002	-0.001	0
Si	10.87	8.142	16.293	-0.017	0.007	-0.01
Si	8.155	10.871	16.344	0.009	0	-0.012
Si	10.858	13.608	16.32	-0.011	0.014	-0.004
Si	14.994	14.995	17.65	-0.012	0.002	0.009
Si	17.714	1.424	17.643	-0.017	0.031	-0.03
Si	14.884	4.014	17.608	0.012	0.007	-0.004
Si	17.71	6.833	17.604	0.011	0.009	0.006
Si	15	9.557	17.786	0.027	-0.017	-0.011
Si	17.662	12.22	17.776	0.008	0.015	-0.007
Si	20.336	14.86	17.696	-0.043	-0.01	0.014
Si	6.767	1.319	17.586	-0.017	-0.018	0.013
Si	20.403	4.126	17.732	0.025	0.001	-0.025
Si	6.749	6.765	17.719	0.007	-0.042	-0.016
Si	20.482	9.58	17.734	-0.025	0.04	0.025
Si	6.831	12.264	17.72	-0.003	0.004	-0.031
Si	9.49	14.93	17.741	-0.017	-0.011	-0.015
Si	12.175	1.308	17.628	-0.025	0.007	-0.027
Si	9.567	4.142	17.616	-0.007	-0.003	0.011
Si	12.285	6.853	17.653	-0.003	0.022	-0.006
Si	9.474	9.44	17.667	-0.004	0.013	-0.021
Si	12.259	12.223	17.586	-0.009	-0.002	-0.016
Si	16.365	0.086	18.976	-0.019	-0.03	0.042
Si	19.023	2.786	19.068	-0.021	-0.023	0.005
Si	16.294	5.421	18.816	0.041	-0.012	0.033
Si	19.087	8.18	18.984	0.009	-0.047	0.036
Si	16.325	10.922	19.242	0.013	-0.005	0.007
Si	19.01	13.526	19.188	0.043	0.014	0.014
Si	5.432	-0.099	18.931	0.075	0.001	0.032
Si	8.125	2.761	18.824	-0.015	-0.01	0.038
Si	5.398	5.467	19.187	0.018	0.009	0.002
Si	8.128	8.064	19.079	0.032	0.036	0.025
Si	5.558	10.931	19.149	-0.028	-0.036	0.018
Si	8.153	13.576	19.171	-0.002	0.014	0.008
Si	10.834	0.002	19.068	0.034	-0.002	0.013
Si	13.498	2.643	18.988	0.047	0.033	0.031
Si	10.986	5.471	19.001	-0.038	-0.028	0.043
Si	13.606	8.188	19.099	0.009	-0.011	-0.003
Si	10.894	10.833	18.883	0.04	-0.01	0.013
Si	13.62	13.582	18.925	0.032	-0.047	0.062
Si	14.924	1.358	20.341	-0.006	-0.012	0.039
Si	17.58	4.194	20.328	0.013	-0.002	0.017
Si	14.981	6.684	20.272	-0.004	0.003	0.044
Si	17.802	9.485	20.453	-0.009	0.006	0.082
Si	14.882	12.365	20.528	0.035	-0.007	0.044
Si	17.605	15.027	20.411	0.067	-0.031	0.016
Si	20.442	1.321	20.237	-0.013	0.004	0.037
Si	6.862	4.026	20.362	0.027	-0.011	0.066
Si	20.323	6.888	20.537	-0.005	0.002	0.054
Si	6.871	9.471	20.516	0.019	0.035	0.062
Si	20.476	12.198	20.603	-0.053	0.015	0.008
Si	6.737	14.976	20.496	-0.045	-0.068	0.012
Si	9.405	1.465	20.256	0.033	-0.018	0.006
Si	12.234	4.039	20.412	0.002	-0.024	0.028
Si	9.604	6.753	20.394	-0.023	-0.032	0.034
Si	12.229	9.622	20.387	0.021	-0.017	0.037
Si	9.584	12.085	20.35	-0.035	-0.006	0.075
Si	12.25	14.886	20.304	-0.042	-0.013	0.093
Si	13.984	-0.452	21.541	0.267	-0.139	-0.597
Si	15.835	3.173	21.53	-0.007	0.013	0.035
Si	14.117	4.895	21.574	0.131	-0.185	-0.592
Si	16.669	7.713	21.507	0.306	-0.206	-0.554
Si	13.044	11.443	21.714	-0.068	0.01	0.004
Si	15.758	14.254	21.683	-0.032	0.032	-0.013
Si	18.868	-1.008	28.813	-0.149	-0.091	0.083
Si	5.871	2.21	21.497	0.357	-0.097	-0.578
Si	18.382	6.024	21.626	-0.035	0.058	-0.079
Si	21.413	8.583	21.849	0.026	0.009	0.05
Si	19.638	10.303	21.787	0.173	-0.133	-0.618
Si	21.469	13.924	21.951	0.248	-0.247	-0.759
Si	7.641	0.561	21.523	-0.03	0.059	-0.016
Si	10.365	3.151	21.588	0.024	0.066	-0.003
Si	8.682	4.926	21.584	0.209	-0.242	-0.634
Si	10.611	8.495	21.646	-0.236	0.152	-0.507
Si	8.838	10.241	21.662	0.046	-0.21	-0.709
Si	11.3	13.111	21.556	0.29	-0.139	-0.654
Si	17.986	0.49	24.351	0.086	0.015	-0.135
Si	16.521	2.973	23.754	-0.249	0.122	-0.714
Si	18.415	6.114	26.656	-0.099	-0.009	-0.063
Si	17.931	11.387	24.031	0.164	-0.15	-0.105
Si	13.187	10.297	29.207	-0.092	0.044	0.029
Si	13.802	-0.538	26.983	-0.037	-0.022	-0.047
Si	19.264	-0.136	21.627	-0.173	0.061	-0.723
Si	21.309	3.618	24.099	0.008	-0.072	-0.162
Si	18.783	5.113	23.711	-0.16	0.322	-0.528
Si	22.391	9.334	28.663	-0.034	0.026	0.098
Si	20.148	1.746	26.236	0.006	0.023	-0.169
Si	8.458	9.841	24.634	-0.044	-0.028	-0.22
Si	12.599	0.137	24.377	-0.048	-0.076	-0.163
Si	15.68	7.32	26.244	-0.004	-0.06	0.026
Si	23.221	6.86	30.301	-0.033	0.019	0.067
Si	13.122	10.898	24.01	0.024	0.203	-0.702
Si	9.348	4.022	26.077	0.024	-0.059	-0.038
Si	10.307	14.35	24.338	0.029	0.068	-0.164
Si	10.247	5.079	33.616	-0.288	-0.386	0.495
Si	16.476	2.938	30.135	-0.034	-0.051	0.046
Si	9.84	6.196	30.687	0.159	0.039	0.109
Si	16.124	0.108	28.977	0.006	-0.024	0.073
Si	19.759	0.878	33.068	-0.059	0.016	0.027
Si	19.561	9.328	33.1	-0.05	-0.075	0.313
Si	8.213	1.174	33.232	0.021	0.004	0
Si	20.346	8.42	26.551	0.026	-0.02	-0.021
Si	21.532	4.355	30.404	-0.081	-0.064	0.122
Si	11.688	1.322	27.94	0.093	0	0.074
Si	14.462	12.952	25.936	-0.001	0.065	-0.042
Si	10.773	2.798	33.421	0.127	0.518	0.135
Si	8.531	0.512	23.663	0.135	0.368	-0.527
Si	16.655	14.023	23.835	-0.435	0.196	-0.649
Si	0.846	7.39	1.274	-0.059	0.008	0.005
Si	5.952	13.645	25.051	-0.079	0.108	-0.179
Si	7.162	1.915	30.359	0.025	-0.042	0.121
Si	8.652	12.424	26.063	0.027	0.147	-0.158
Si	22.238	8.342	32.832	-0.051	0.046	0.094
Si	14.34	4.934	24.644	0	-0.011	-0.145
Si	15.75	9.259	24.05	0.051	-0.071	-0.127
Si	16.996	8.106	34.182	0.209	-0.242	0.586
Si	17.016	1.79	32.861	-0.063	-0.059	0.183
Si	5.831	8.2	24.126	-0.142	0.119	-0.747
Si	20.87	3.819	33.492	0.021	0.022	0.016
Si	21.307	-0.241	30.581	-0.105	0.006	-0.003
Si	19.101	3.578	28.462	0.118	0.153	-0.019
Si	12.236	4.009	26.798	-0.022	-0.056	-0.104
Si	7.411	5.441	24.447	0.074	-0.004	-0.138
Si	16.737	13.836	30.234	0.007	0.056	0.001
Si	9.712	11.3	31.196	0.031	-0.035	0.016
Si	16.472	13.481	33.33	0.031	-0.04	0.081
Si	12.22	2.05	30.888	0.071	-0.03	0.039
Si	15.046	5.895	33.768	0.142	-0.451	0.513
Si	20.34	13.258	27.39	0.044	0.035	-0.072
Si	11.165	8.721	24.575	0.12	-0.077	-0.087
Si	15.783	11.424	28.37	-0.02	0.082	0.026
Si	22.061	13.199	30.046	-0.092	-0.031	-0.099
Si	12.612	-0.87	31.867	-0.065	0.052	0.053
Si	8.68	1.558	27.79	0.004	0.084	-0.055
Si	8.594	12.187	33.687	0.007	0.01	0.266
Si	21.169	10.505	31.136	0.137	-0.079	0.085
Si	12.351	7.328	33.968	-0.305	0.347	0.565
Si	15.058	-0.302	33.706	-0.263	0.202	0.627
Si	8.012	11.736	28.862	-0.023	-0.095	-0.007
Si	12.296	5.761	29.121	0.015	0.039	-0.067
Si	13.591	12.182	33.688	-0.151	0.047	0.086
Si	18.453	10.898	27.054	-0.005	0.015	-0.044
Si	6.614	0.313	25.975	0.069	0.117	-0.187
Si	14.19	4.556	30.999	-0.006	0.053	0.056
Si	12.314	12.647	30.904	0.103	0.012	0.036
Si	11.468	8.794	31.333	-0.024	-0.031	-0.022
Si	10.297	2.114	23.699	-0.335	-0.151	-0.584
Si	12.816	8.163	27.206	-0.001	0.011	-0.136
Si	14.946	1.367	9.505	-0.015	-0.014	0.002
Si	17.664	4.085	9.526	-0.001	-0.014	0.001
Si	14.982	6.791	9.521	0.008	0.023	0.006
Si	17.69	9.504	9.527	-0.004	0.013	0.009
Si	14.956	12.242	9.508	0.006	-0.005	-0.014
Si	17.678	14.98	9.508	0.014	0.014	-0.002
Si	4.08	1.38	9.508	0.007	0.018	0.001
Si	6.789	4.068	9.509	-0.016	-0.004	-0.003
Si	4.055	6.808	9.538	0.008	-0.009	-0.001
Si	6.808	9.529	9.537	0.025	0.013	0.002
Si	4.073	12.234	9.533	-0.021	-0.022	0.011
Si	6.805	14.956	9.529	0	-0.014	-0.005
Si	9.542	1.333	9.528	0.001	0.004	-0.001
Si	12.259	4.073	9.512	0.011	0.001	0.004
Si	9.52	6.783	9.508	-0.014	-0.014	0.001
Si	12.239	9.517	9.528	-0.013	-0.027	-0.002
Si	9.535	12.253	9.537	0.01	0.02	0.01
Si	12.237	14.967	9.519	-0.014	0.014	0.011
Si	13.6	0.003	10.874	0	0	0.005
Si	16.308	2.719	10.877	0	0.006	0.002
Si	13.612	5.435	10.875	0.004	-0.011	-0.002
Si	16.327	8.157	10.89	0.017	-0.016	-0.003
Si	13.607	10.88	10.881	-0.016	0.008	-0.005
Si	16.321	13.604	10.863	-0.008	0.002	-0.004
Si	2.724	0.009	10.87	-0.001	0.003	0.003
Si	5.434	2.723	10.885	0.006	-0.008	-0.001
Si	2.707	5.441	10.893	-0.008	0.014	0.007
Si	5.435	8.164	10.882	-0.022	0.002	0.001
Si	2.722	10.872	10.888	0.016	-0.012	0.001
Si	5.44	13.596	10.885	0.003	0.006	0.004
Si	8.168	-0.013	10.889	0.01	-0.002	0.004
Si	10.89	2.714	10.87	-0.003	-0.007	0.007
Si	8.153	5.431	10.865	0.006	-0.006	0
Si	10.874	8.153	10.874	-0.003	0.019	0.002
Si	8.167	10.89	10.89	-0.001	0.003	0.006
Si	10.89	13.607	10.895	0.001	-0.004	0.002
Si	14.956	14.95	12.231	-0.002	0.006	-0.001
Si	17.672	1.355	12.23	-0.002	0.006	-0.008
Si	14.969	4.089	12.246	-0.007	-0.002	0.003
Si	17.686	6.811	12.256	-0.004	0	0.006
Si	14.969	9.524	12.246	0.009	-0.003	-0.005
Si	17.685	12.25	12.23	-0.005	-0.01	-0.01
Si	4.081	14.965	12.238	-0.008	-0.001	-0.007
Si	6.796	1.353	12.235	-0.005	0.008	-0.008
Si	4.075	4.083	12.249	0.01	-0.006	0.001
Si	6.802	6.801	12.229	0.003	-0.006	-0.008
Si	4.08	9.517	12.249	0.006	0.018	0.007
Si	6.792	12.232	12.249	0.002	0	0
Si	9.515	14.948	12.256	-0.003	-0.005	0.003
Si	12.245	1.362	12.234	-0.003	-0.004	-0.001
Si	9.51	4.065	12.223	0.002	0	-0.004
Si	12.24	6.794	12.227	0.002	-0.002	0
Si	9.53	9.526	12.24	-0.01	-0.007	0.001
Si	12.251	12.237	12.246	0.001	0.01	0
Si	16.32	-0.019	13.588	-0.014	-0.019	-0.005
Si	19.027	2.712	13.595	-0.02	-0.015	0.004
Si	16.327	5.458	13.609	0.021	0.013	-0.008
Si	19.043	8.171	13.62	-0.005	-0.005	-0.008
Si	16.341	10.892	13.598	0.013	0.016	0.003
Si	19.048	13.601	13.6	0.017	0.011	-0.001
Si	5.441	-0.002	13.606	0.023	0.011	-0.004
Si	8.147	2.712	13.596	-0.008	-0.014	-0.006
Si	5.446	5.449	13.598	0.005	0.015	0.011
Si	8.157	8.173	13.586	0.013	0.019	-0.002
Si	5.432	10.87	13.612	-0.021	-0.025	-0.001
Si	8.15	13.581	13.61	-0.009	-0.002	0.008
Si	10.884	0	13.589	0.003	0.021	0
Si	13.604	2.725	13.587	0.014	0.011	0
Si	10.864	5.433	13.573	-0.024	-0.026	-0.007
Si	13.6	8.154	13.59	-0.017	-0.007	0.005
Si	10.893	10.88	13.61	0.01	0.015	-0.002
Si	13.609	13.588	13.61	-0.006	-0.009	0
O	20.812	0.354	31.985	0.218	-0.084	0.037
O	17.698	12.821	34.143	0.378	-0.216	-0.525
O	13.454	-0.126	23.049	0.029	-0.033	0.206
O	7.005	10.6	28.297	-0.144	0.218	-0.625
O	11.311	8.035	23.095	0.263	-0.482	0.192
O	18.712	0.696	22.914	0.185	0.481	-0.103
O	15.901	-1.093	30.058	-0.282	-0.062	0.492
O	21.349	12.088	30.973	-0.27	0.293	0.375
O	6.937	9.293	24.628	-0.117	0.216	0.19
O	13.689	-0.042	0.868	0.245	0.001	-0.511
O	21.237	9.814	29.68	-0.398	-0.205	-0.343
O	20.306	15.05	22.191	-0.136	-0.072	0.342
O	5.65	13.537	23.46	0.15	-0.364	0.246
O	8.286	5.405	23.096	0.115	0.285	0.194
O	6.518	6.77	24.458	-0.076	-0.153	0.027
O	9.557	8.658	24.822	-0.168	-0.375	0.346
O	10.707	13.516	23.026	-0.282	-0.031	0.429
O	18.01	11.466	25.621	-0.11	0.057	0.12
O	13.119	11.983	32.155	0.024	-0.502	-0.204
O	1.246	12.758	0.255	0.056	-0.289	-0.271
O	20.2	4.038	29.554	0.044	-0.13	0.207
O	23.033	8.211	34.234	-0.024	0.128	-0.092
O	13.316	3.202	31.142	0.08	-0.148	0.147
O	12.085	2.313	34.267	-0.046	0.208	-0.185
O	7.348	1.002	24.7	-0.284	0.597	-0.114
O	9.466	1.961	33.902	-0.101	0.035	0.488
O	18.038	8.835	33.178	-0.251	0.23	-0.711
O	7.633	0.466	27.22	-0.1	-0.36	0.478
O	16.713	13.324	31.752	0.252	-0.235	-0.153
O	14.21	9.701	24.234	-0.179	-0.104	0.377
O	20.005	4.994	34.201	-0.027	0.03	-0.47
O	15.424	14.366	0.055	-0.397	-0.304	-0.185
O	17.67	0.025	28.477	0.147	0.326	-0.523
O	20.066	2.427	33.394	-0.176	0.098	0.19
O	11.59	-1.078	24.75	0.274	-0.342	0.57
O	13.351	5.791	30.357	0.028	0.401	0.056
O	7.68	1.888	31.892	-0.143	0.194	-0.102
O	17.36	2.529	34.247	0.237	0.015	-0.199
O	21.457	13.324	28.551	0.142	0.14	-0.23
O	6.43	4.166	24.532	0.296	-0.164	0.035
O	11.702	2.05	29.372	-0.416	0.452	0.107
O	6.915	8.154	29.349	0.384	0.106	-0.105
O	11.942	12.057	0.036	0.219	0.198	-0.256
O	22.698	3.29	30.087	0.424	0.283	-0.421
O	11.734	1.488	24.172	0.046	0.156	-0.057
O	11.818	1.717	0.102	-0.132	-0.232	-0.245
O	15.114	6.223	25.208	0.018	-0.028	-0.354
O	18.266	14.152	29.789	0.358	-0.369	0.28
O	20.782	8.332	24.993	-0.561	-0.04	-0.055
O	18.438	5.971	25.04	-0.021	0.215	-0.104
O	22.946	7.288	31.84	0.35	-0.234	0.221
O	19.027	0.813	25.541	-0.249	-0.216	0.192
O	16.253	8.615	25.443	0.609	0.411	0.359
O	15.643	13.507	24.986	0.139	0.028	0.205
O	13.056	4.536	25.524	-0.177	0.296	0.052
O	8.422	1.797	29.363	0.514	0.167	0.352
O	13.817	5.263	23.15	-0.299	0.394	0.153
O	12.178	7.141	28.291	-0.317	0.053	-0.094
O	9.682	5.563	32.166	-0.272	0.104	-0.197
O	8.611	12.617	27.659	0.412	0.345	0.312
O	13.405	12.167	24.988	-0.303	0.179	0.123
O	19.438	14.607	27.469	-0.087	0.229	-0.53
O	12.018	8.033	25.782	0.049	-0.428	0.145
O	15.348	2.999	0.121	-0.23	-0.573	-0.011
O	14.4	7.79	27.117	0.087	0.053	0.324
O	8.474	11.607	32.186	-0.502	-0.102	-0.253
O	11.677	10.264	24.431	-0.203	0.352	0.121
O	19.643	2.285	27.664	-0.034	-0.332	0.32
O	21.256	4.32	32.006	0.049	0.164	0.015
O	19.234	9.535	26.81	-0.245	-0.263	0.188
O	14.66	5.018	32.471	0.075	-0.18	-0.043
O	7.837	10.97	0.414	0.083	-0.209	-0.002
O	12.196	8.177	32.615	0.115	0.307	0.014
O	8.636	-0.353	32.904	-0.33	-0.172	-0.387
O	14.806	10.393	29.15	0.378	-0.248	0.155
O	17.759	3.194	29.234	-0.056	-0.283	-0.287
O	8.417	5.292	25.707	0.206	0.656	0.411
O	19.431	11.977	27.727	0.115	-0.017	0.508
O	19.711	10.183	31.74	-0.568	0.337	-0.525
O	13.68	0.234	25.566	0.289	0.233	-0.157
O	11.663	5.857	33.845	0.242	-0.517	0.007
O	10.844	5.355	29.733	-0.386	-0.388	-0.149
O	13.867	-1.018	32.874	-0.112	-0.219	0.199
O	16.593	10.568	23.628	-0.107	0.264	-0.192
O	21.897	14.6	30.806	0.142	-0.136	0.498
O	12.643	9.278	30.337	0.477	-0.326	0.069
O	14.072	5.291	0.202	0.179	0.243	-0.098
O	15.074	12.802	33.749	0.244	0.037	0.449
O	7.254	12.762	25.343	-0.119	-0.348	-0.061
O	9.866	13.322	25.495	0.282	-0.166	0.371
O	20.386	4.833	23.563	0.39	0.293	-0.213
O	8.348	6.185	30.096	-0.01	-0.175	-0.615
O	10.163	0.958	27.561	-0.133	-0.354	-0.014
O	15.805	1.536	29.657	-0.205	0.023	-0.111
O	21.702	8.749	27.345	0.452	-0.209	-0.255
O	9.166	10.989	29.711	0.245	-0.503	-0.167
O	17.792	12.9	23.498	0.231	0.202	-0.469
O	9.513	13.513	33.568	0.26	-0.238	0.169
O	20.482	3.031	25.335	-0.049	0.36	0.34
O	7.282	12.781	29.855	0.298	0.158	0.194
O	15.388	3.705	24.655	0.042	-0.307	0.547
O	15.057	11.911	27.01	-0.127	-0.352	-0.196
O	17.424	-1.013	24.455	0.003	-0.003	0.345
O	5.704	12.53	0.196	-0.299	-0.273	-0.197
O	12.559	-0.038	27.902	-0.224	-0.406	0.386
O	22.492	0.69	30.036	0.011	-0.245	-0.422
O	13.913	6.984	34.183	0.1	0.568	0.443
O	18.238	0.774	32.519	-0.058	-0.341	-0.344
O	8.64	10.657	23.24	-0.131	0.315	0.2
O	6.295	-1.196	25.559	-0.116	-0.08	0.014
O	13.767	14.183	26.727	-0.245	-0.128	0.431
O	18.696	4.724	27.406	-0.133	-0.214	0.091
O	4.406	14.846	0.159	-0.27	0.236	-0.206
O	8.834	10.846	25.825	0.219	-0.313	0.394
O	21.546	2.484	22.985	-0.069	-0.339	-0.018
O	21.006	13.116	25.921	-0.367	-0.253	-0.138
O	10.461	7.69	30.723	-0.194	0.216	-0.201
O	8.547	2.985	27.026	-0.348	0.114	-0.038
O	16.917	2.872	31.685	-0.067	0.568	0.286
O	15.437	4.173	30.038	0.104	0.266	-0.447
O	16.946	6.71	27.063	-0.164	-0.164	0.611
O	12.785	0.564	31.162	0.268	-0.099	-0.025
O	10.981	2.371	31.868	-0.338	-0.152	-0.134
O	16.719	1.494	24.384	-0.497	-0.314	0.434
O	11.208	-0.943	32.669	-0.038	0.193	-0.125
O	16.319	6.848	33.395	0.268	0.011	-0.43
O	15.587	1.038	32.955	-0.339	0.231	-0.159
O	20.638	8.085	33.081	-0.4	-0.623	-0.025
O	9.046	-0.993	24.062	-0.076	-0.045	0.179
O	12.661	11.802	29.555	-0.197	0.444	-0.299
O	16.085	12.707	29.296	-0.317	-0.091	0.187
O	10.72	12.565	31.141	-0.279	0.576	-0.077
O	16.35	-1.288	33.761	0.614	0.015	0.243
O	21.534	0.958	26.414	-0.132	-0.265	0.179
O	12.675	9.685	27.781	-0.421	0.483	-0.417
O	9.81	3.266	24.73	0.009	0.061	-0.048
O	15.18	-0.114	27.695	0.256	-0.106	-0.394
O	22.058	5.807	29.926	-0.16	0.063	-0.542
O	22.288	9.825	32.131	0.217	0.417	0.117
O	20.077	-0.242	29.543	-0.12	0.388	0.003
O	17.968	3.712	23.874	0.098	-0.32	0.297
O	17.162	10.674	27.993	-0.003	-0.496	0.329
O	12.693	14.221	30.805	0.121	0.188	-0.497
O	10.708	4.549	26.767	-0.068	0.608	0.078
O	19.662	7.055	27.059	0.164	-0.281	0.561
O	19.213	10.689	23.342	0.229	0.049	0.41
O	10.551	10.045	31.756	-0.158	-0.084	0.547
O	12.27	2.398	26.876	0.321	-0.301	-0.288
O	12.875	4.614	28.145	0.523	-0.273	0.095
O	15.932	8.135	22.916	-0.272	-0.18	0.165

Results
total energy: -104287.498 eV
total energy less fixed offsets of O -438.35, Si -107.03 eV per atom: -4.198 eV
